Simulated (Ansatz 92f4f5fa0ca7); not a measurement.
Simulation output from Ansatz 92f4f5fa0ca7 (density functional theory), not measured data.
Periodic cell of 148 atoms, Si92O56, from a study of silicon, its oxide and their interface. The atomic structure is a simulated model.

Settings: functional r2SCAN; potential files Ansatz norm-conserving; basis plane waves; wave-function cutoff 1300 eV; density cutoff ratio 4; exchange-correlation grid ratio 1; k mesh 2 x 2 x 1, shifted by 0.5 0.5 0.5 of a step; self-consistency stop 5e-08 eV per atom in the density residual; occupations Fermi-Dirac, 0.05 eV; spin none; net charge 0.

Cell vectors (angstrom)
a, 10.88, 0, 0
b, 0, 10.88, 0
c, 0, 0, 21.676

Atoms and the computed forces on them: element, x, y, z (angstrom), force x, y, z (eV/angstrom)
Si, 0.1418, -0.0748, 0.0915, 0.0509, 0.0257, -1.5019
Si, 2.5267, 2.9767, -0.0811, 0.6646, -1.2861, 0.9178
Si, -0.357, 6.7783, -0.316, 1.3614, -2.8239, 0.1898
Si, 2.3493, 8.5974, -0.227, 1.3596, 0.0345, -1.1811
Si, 5.8419, -0.5162, -0.3661, 2.1311, -0.6409, -2.0175
Si, 9.1506, 2.261, -1.1952, 0.0166, -0.831, 4.6013
Si, 5.2936, 4.4101, -0.064, 2.9283, 1.6387, 1.8415
Si, 7.9582, 8.206, 0.4621, 4.4409, 2.9124, -2.2143
Si, 1.3523, 1.4765, 1.2825, 0.7598, -0.3947, 0.4369
Si, 3.8174, 4.1974, 1.6535, -0.5823, -1.2331, -0.9841
Si, 1.3258, 7.2207, 1.3468, -1.8552, 0.4415, -0.0933
Si, 4.2581, 9.4181, 1.078, -1.2239, -0.4366, -0.6703
Si, 6.5581, 2.0393, 1.4634, -0.246, -0.6921, -0.4494
Si, 9.5601, 4.2384, 1.345, -0.2163, -0.9895, -0.4161
Si, 6.7633, 6.7836, 1.452, -2.9655, -4.3135, 0.4425
Si, 9.4157, 9.7157, 1.5337, 1.3539, -1.6239, -0.5252
Si, 0.0708, 2.94, 2.6054, -0.9846, -2.1401, 0.8449
Si, 3.0149, 0.0459, 2.4912, -1.2473, -0.8425, -1.214
Si, -0.2121, 8.2389, 2.9496, 1.1464, 0.5628, -1.2269
Si, 2.3126, 5.4858, 2.6098, 1.393, 1.9541, 0.447
Si, 5.0859, 2.8023, 3.1375, 0.5504, 0.6272, -1.2399
Si, 8.119, 0.1765, 2.6923, -0.4034, 1.885, 1.2116
Si, 5.1912, 7.9217, 2.7058, 1.4358, 1.463, -0.2632
Si, 7.9334, 5.1677, 2.8314, 1.3694, 2.2622, -1.1246
Si, 1.3708, 4.0221, 4.0144, -0.4442, 0.0874, 2.0485
Si, 4.0722, 1.0833, 4.1396, 0.1447, 0.6491, 2.2744
Si, 1.6675, 9.3973, 3.8608, -0.6881, -0.1505, -0.2893
Si, 3.9412, 6.6653, 4.099, -1.0503, -0.4922, 0.8804
Si, 6.7384, 3.976, 4.2939, -1.244, 0.1183, 1.1407
Si, 9.6718, 1.2787, 4.2093, 0.9704, -0.2836, -2.8797
Si, 6.9435, 9.3797, 4.0248, -0.6567, 0.4637, -0.016
Si, 9.4114, 6.7146, 4.1758, 0.8929, -1.36, 0.1928
Si, 0.3814, -0.1777, 5.1746, -1.4137, 1.8774, 1.6782
Si, 2.5257, 2.5179, 5.4298, 1.7306, 1.0056, -0.3518
Si, 0.0045, 5.2589, 5.5787, 0.2651, 1.3987, -0.4114
Si, 2.41, 7.9264, 5.4559, 3.7708, 1.2546, -0.933
Si, 5.6514, -0.1089, 5.5054, -0.7307, -1.8445, -0.6179
Si, 8.2695, 2.5346, 5.3316, -0.961, 0.3481, 1.3728
Si, 5.454, 5.5664, 5.7652, -0.3113, -1.1101, -1.843
Si, 8.5005, 8.2531, 5.6054, -1.9417, -0.7211, -0.6455
Si, 1.3287, 1.2308, 6.8755, -0.2853, 0.0569, 0.3728
Si, 4.0103, 3.9969, 6.8159, 0.2614, -1.2285, 0.3122
Si, 1.5228, 6.7495, 7.0383, -2.7272, -0.3662, 0.5799
Si, 4.3126, 9.1573, 6.8394, 0.1378, -0.0563, -0.53
Si, 7.093, 1.0932, 6.8017, -1.1551, 0.8251, 1.3991
Si, 9.3485, 3.9752, 6.7103, -0.1024, 0.144, 1.374
Si, 6.9811, 6.8696, 6.9022, 0.8514, 0.143, 0.6421
Si, 9.7828, 9.7376, 6.7695, 0.8745, -0.798, 1.2165
Si, -0.1073, 2.8152, 8.226, 0.3716, -0.1671, -0.8672
Si, 3.0888, -0.0902, 7.8463, -1.468, -0.4944, 1.3682
Si, 0.3488, 8.5149, 8.2971, -0.9655, -1.1201, -0.9711
Si, 2.9093, 5.47, 8.2926, -0.0107, -0.5752, 0.6094
Si, 5.3423, 2.3252, 8.1722, 0.2434, 0.4808, -1.2744
Si, 8.2108, -0.2667, 8.457, 0.632, 1.3245, -0.3388
Si, 5.8653, 8.0186, 8.5585, -1.8529, 0.2601, -1.8689
Si, 7.8673, 5.1508, 8.3322, 2.1455, 0.1484, -2.5992
Si, 1.4804, 4.0547, 9.5477, 0.0432, -1.4785, 1.8595
Si, 3.9299, 1.0867, 9.587, 1.2231, 0.6426, -0.0366
Si, 1.7454, 9.8478, 9.657, -1.4, 1.2561, -3.1765
Si, 4.6953, 6.3178, 9.6078, 0.0158, -1.2516, 1.4865
Si, 6.5028, 3.7588, 9.4537, -1.729, 1.1102, 0.6402
Si, 9.545, 1.4886, 9.6806, -3.2212, 1.7281, -1.2106
Si, 6.6871, 9.4897, 10.0418, -0.9078, 2.1995, -0.0691
Si, 9.7839, 7.1498, 9.6207, 0.1562, 2.1142, -4.0398
Si, 0.3792, 0.6889, 10.6417, 3.0323, -3.3363, 2.9592
Si, 2.6259, 2.3292, 11.038, -0.2685, 0.6745, -2.4966
Si, -2.519, 5.0115, 11.7603, 0.4311, 0.5655, 1.4499
Si, 3.1925, 9.2038, 12.2899, -0.3231, 0.6019, 0.6123
Si, 5.0405, 0.0609, 11.375, 0.5376, -1.5276, -0.0281
Si, 7.8529, 2.8329, 11.0421, 0.4982, -0.4085, -0.6163
Si, 4.4476, 6.5632, 12.7398, -0.8756, -0.4461, 1.6005
Si, 8.1197, 8.0161, 10.7638, 1.2624, -0.4676, 3.6095
Si, 3.6389, 4.2612, 13.1469, -1.5523, -0.4752, -0.3727
Si, -2.0161, -0.9007, 17.0442, -0.4084, -0.091, 0.1822
Si, 1.67, 9.4592, 14.0671, -2.1741, 1.042, -0.5988
Si, 1.2916, 7.2077, 16.0865, 0.8318, 1.5213, -0.4426
Si, 6.6677, 1.5038, 12.6031, 1.5943, -1.3372, 0.2118
Si, 8.7722, 10.8605, 14.3593, 2.1918, 0.9323, -3.2898
Si, 6.9669, 5.6648, 14.3969, -2.2237, 1.5233, -0.1463
Si, 11.0367, 11.4293, 15.7678, 1.1001, 1.5895, -1.533
Si, -3.8261, 0.8617, 18.945, -0.8674, -3.7069, 1.5592
Si, -2.2762, 4.2209, 18.0852, -1.4286, -2.6206, -0.5259
Si, -1.9559, 7.0085, 16.4271, -0.624, -1.6947, 1.3662
Si, -6.2009, 3.2454, 19.766, -1.3571, -0.2445, -1.7504
Si, 0.967, 4.9649, 14.2775, 4.0895, -0.0605, 0.7688
Si, 9.9223, -1.2356, 12.8109, 0.1381, -3.5413, 0.9635
Si, 5.8117, 3.302, 15.079, -3.0493, -2.7905, -0.8619
Si, 10.6071, 5.5616, 11.6167, 0.9686, 1.7587, 2.5404
Si, 2.0631, 4.2637, 18.9666, -0.1691, 1.9033, 0.0641
Si, 1.7953, 6.5687, 19.2252, 0.5642, 2.5092, -0.7958
Si, 0.041, 3.3761, 16.6818, 0.6585, -2.4746, -0.2049
Si, 5.915, 2.5296, 17.9498, 2.8151, 1.4053, 0.7021
O, 1.35, -1.0554, -0.7774, -1.4803, 0.471, 1.6319
O, -4.3198, 3.4063, 0.4593, -0.4544, -1.2754, 0.3208
O, 12.4741, 3.6126, -1.2961, 0.5195, -0.5846, 0.7022
O, 12.7685, 6.0363, -6.5384, -0.3133, -0.0799, 0.5256
O, -1.7424, 7.5029, -0.5553, -1.8863, 0.4157, 0.7225
O, 0.7857, 1.7843, -5.0825, -1.5764, 3.263, 0.4973
O, 0.8168, 15.0438, -3.7515, -0.0987, -1.2116, -1.4283
O, 7.7398, 12.3399, -1.3641, -0.2391, 0.7514, -0.8872
O, 10.2894, 5.1663, 0.2708, 0.1943, 2.9581, -1.0792
O, 7.3586, -1.4416, -0.4044, -3.208, 1.0805, -0.163
O, 9.2805, 3.3948, -2.2663, -0.2049, 2.168, -1.6265
O, 3.8659, 2.2611, -0.8504, -0.7943, 0.1393, -0.607
O, 10.1527, 0.9872, -0.9087, 1.0221, -0.265, -0.5418
O, 6.0579, 5.8557, 0.1503, 0.262, 1.1272, 0.2163
O, -0.3523, -3.9488, 15.9893, -1.4905, 0.7397, 0.431
O, -1.652, -5.2002, 9.1574, 0.0889, -0.1719, 0.0285
O, -3.1302, -4.407, 11.2809, -1.6697, -0.8755, 0.0159
O, -1.9988, -2.3758, 12.1903, -0.3264, 0.7912, -0.7013
O, -8.596, 8.9815, 10.8672, 2.0627, -0.978, 2.5042
O, 1.9559, 8.6591, 15.4064, -0.9464, -3.2436, 2.5159
O, -3.1389, 6.7371, 15.1964, 4.5799, 2.9351, 3.8126
O, 5.3295, 4.8587, 10.1463, 1.2213, -0.6133, -1.2587
O, 0.2668, -2.1872, 13.4277, 1.3065, 1.6175, 0.8765
O, 4.3141, 3.6699, 14.4644, 2.9953, -0.4319, 0.8839
O, 6.5796, 2.3767, 13.9623, -1.2346, 0.8488, 0.9399
O, 11.0385, 5.8132, 13.2739, -1.8405, 0.5011, -4.0993
O, 3.6087, -2.9811, 13.2968, 0.1982, -0.2977, -2.4437
O, 4.4957, 6.8757, 11.1584, -0.0411, 0.8494, -0.2785
O, 10.651, 10.3695, 11.616, -0.1494, 1.4848, -0.9584
O, 5.6243, 6.6354, 13.8834, 2.162, -2.2566, -0.9008
O, -2.2462, 5.7401, 17.6699, 1.1749, 2.891, -1.5069
O, -1.7017, 3.0268, 22.0213, -1.0728, -2.0453, -2.0603
O, -13.1099, -2.4801, 17.2833, 0.2718, -1.4219, -0.971
O, -3.856, 3.8046, 17.9519, -0.0919, -0.5106, 1.3682
O, -1.1451, 12.0642, 14.8581, 1.5983, -0.5193, 1.3654
O, 2.1177, 3.9701, 13.6549, -1.7569, 1.252, -0.528
O, 2.8121, 7.7316, 20.0313, -1.6913, -0.8852, 1.07
O, 1.7485, 7.1296, 17.6468, -0.1494, -0.1535, -0.0841
O, 5.5169, 2.4382, 16.4176, -0.7305, -0.6073, -0.6772
O, 1.6181, 1.2275, 11.7313, -1.071, 1.1925, -0.7909
O, 10.9183, 6.9505, 10.6771, 1.1425, -2.2982, 3.4408
O, 10.9694, 4.1321, 15.2591, -0.6885, -1.2813, 1.4685
O, 3.7073, 3.0996, 11.9349, 0.8001, 0.867, 1.0613
O, 6.5357, 4.592, 15.5363, 0.6912, 1.5098, -0.6715
O, 12.2531, 10.9889, 14.7289, -1.4109, -0.9444, 0.0651
O, 8.0888, 10.2516, 15.5884, -1.3946, -1.236, 3.8885
O, 5.7433, -0.1765, 19.6174, 1.7394, 1.2832, 1.5612
O, 11.6793, 4.5398, 11.0501, 0.5053, -0.6748, -1.4411
O, -7.291, 14.7156, 18.5589, -0.7135, -0.2609, 1.0418
O, -0.4175, 21.2083, 16.8254, -0.9009, -0.1748, -0.4021
O, -2.6048, -0.0905, 18.3327, -0.4547, 0.1303, -1.1824
O, 0.272, 6.7711, 19.8238, 0.2646, -0.3979, 0.8193
O, -3.0229, 0.4158, 13.1537, -2.8797, 1.3506, -1.8637
O, 7.8907, -6.0046, 13.3808, 0.075, 0.1192, -1.8968
O, 9.2966, 3.3206, 16.9114, 1.6557, -0.0058, 0.2737
O, 5.921, 0.8028, 22.2506, 0.3353, 0.4638, -0.2181

Results
free energy: -36803.602 eV
free energy less fixed offsets of O -463.61, Si -117.95 eV per atom: 9.958 eV
pressure: -0.79 GPa
stress xx, yy, zz, yz, xz, xy (GPa, positive in tension): 0.12, 0.34, 1.91, -0.61, 1.01, -0.8
